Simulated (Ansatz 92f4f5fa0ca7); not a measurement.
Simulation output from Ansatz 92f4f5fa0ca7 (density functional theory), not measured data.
Periodic cell of 220 atoms, Si132O88, from a study of silicon, its oxide and their interface. The atomic structure is a simulated model.
This geometry differs little from another in the collection (a relaxation step or a small displacement).

Settings
functional: r2SCAN
potential files: Ansatz PAW
basis: plane waves
wave-function cutoff: 800 eV
density cutoff ratio: 5
exchange-correlation grid ratio: 1
k mesh: 1 x 1 x 1, shifted by 0.5 0.5 0 of a step
self-consistency stop: 1e-10 eV per atom in the density residual
occupations: fixed
spin: none
net charge: 0

Cell vectors (angstrom)
a, 10.88, 0, 0
b, 0, 10.88, 0
c, 0, 0, 31.5335

Atoms and the computed forces on them: element, x, y, z (angstrom), force x, y, z (eV/angstrom)
Si, 0.2461, 0.0389, -0.566, -0.0022, 0.0095, -0.0045
Si, 2.1853, 3.154, -0.0475, -0.0022, 0.0008, -0.0002
Si, -0.1279, 5.271, 0.2034, 0.0013, 0.0086, 0.0042
Si, 2.5619, 8.718, -0.51, 0.0057, 0.0003, -0.0039
Si, 5.3607, 0.1853, 0.2215, -0.003, 0.0078, 0.0032
Si, 7.769, 2.8054, -0.1646, -0.0082, -0.0026, 0.0052
Si, 5.5725, 5.0964, -0.1767, 0.0036, 0.0039, 0.002
Si, 8.5086, 7.4531, -0.1344, 0.0006, -0.0058, 0.0111
Si, 1.1939, 1.4095, 1.1409, -0.0001, -0.0002, 0.0026
Si, 3.9305, 4.1332, 1.2079, 0.0038, 0.0012, 0.0055
Si, 1.2359, 6.6945, 1.3894, -0.0127, -0.0099, 0.0059
Si, 3.9259, 9.575, 1.2299, -0.0018, -0.0032, -0.0012
Si, 6.7591, 1.4505, 1.4586, 0.0011, 0.0012, 0.0057
Si, 9.2949, 3.8959, 1.2876, -0.0016, 0.0041, 0.0011
Si, 6.7444, 6.6135, 1.1682, -0.0059, -0.0003, -0.0005
Si, 9.2793, 9.2562, 1.2536, -0.0193, 0.0047, 0.0112
Si, -0.1686, 2.6047, 2.6179, 0.0008, 0.0006, -0.0004
Si, 2.5939, 0.0772, 2.5657, 0.0033, 0.0028, 0.0006
Si, -0.0345, 8.1961, 2.6485, 0.0063, -0.0069, -0.0033
Si, 2.6891, 5.4482, 2.6944, -0.0022, 0.0026, -0.0003
Si, 5.3041, 2.8073, 2.6652, 0.0023, -0.0025, -0.0005
Si, 8.0678, -0.1105, 2.6489, 0.0023, -0.0036, -0.003
Si, 5.3628, 8.108, 2.4662, 0.0048, -0.0012, -0.0001
Si, 8.0585, 5.3636, 2.6502, 0.0033, 0.0033, 0.0034
Si, 1.262, 4.0242, 3.9316, 0.0033, 0, 0
Si, 3.9913, 1.3718, 3.9668, 0.0029, 0.0018, 0.0006
Si, 1.3141, 9.5732, 3.9839, -0.0008, -0.002, 0.0026
Si, 4.0693, 6.8185, 3.9734, -0.002, -0.0003, 0.0004
Si, 6.7075, 4.0913, 4.0457, 0.0023, 0.0001, -0.0016
Si, 9.4383, 1.2547, 4.0148, -0.0006, -0.0008, 0.0007
Si, 6.6675, 9.4556, 3.9417, 0.0001, 0.0038, 0.0003
Si, 9.4627, 6.7736, 3.9426, -0.0035, -0.0032, -0.0037
Si, -0.0198, 0.0077, 5.3841, 0.0001, 0.0044, -0.0006
Si, 2.6564, 2.7328, 5.3274, -0.0007, 0.002, -0.002
Si, -0.0436, 5.4296, 5.3055, 0.0011, 0.0032, -0.0017
Si, 2.7088, 8.1988, 5.3109, 0.0024, 0.0014, -0.0006
Si, 5.3749, -0.0103, 5.309, 0.0018, -0.0016, -0.0003
Si, 8.1017, 2.6895, 5.3328, -0.0009, 0.0008, -0.0005
Si, 5.4022, 5.4827, 5.3759, 0.0008, 0.0008, -0.001
Si, 8.1083, 8.1514, 5.291, -0.0004, 0.0016, -0.0019
Si, 1.357, 1.3777, 6.7207, 0.0006, 0.0002, 0.0004
Si, 4.0415, 4.0888, 6.6825, 0.0004, 0.0009, -0.0007
Si, 1.3519, 6.7991, 6.6479, -0.002, -0.0004, -0.0001
Si, 4.0519, 9.5376, 6.7069, -0.0006, 0.0011, 0.0004
Si, 6.7634, 1.3367, 6.6856, -0.0008, 0.0001, -0.0003
Si, 9.4928, 4.0677, 6.676, -0.0014, 0.0005, 0.0007
Si, 6.7816, 6.8314, 6.6959, 0.0008, -0.0017, -0.0001
Si, 9.4902, 9.5009, 6.6656, -0.0008, -0.0004, -0.0007
Si, 0.0153, 2.7535, 8.0553, 0.0008, 0.0009, -0.0008
Si, 2.7507, 0.0479, 8.0784, 0.0011, -0.0005, 0.0005
Si, 0.0317, 8.1956, 8.0084, -0.0005, 0.0013, 0.0001
Si, 2.7139, 5.4556, 8.0429, 0.0003, -0.0002, -0.0007
Si, 5.4172, 2.7233, 8.0342, 0.0018, 0.0013, 0.0003
Si, 8.1754, 0.0048, 8.0293, 0.0011, 0.0005, -0.0007
Si, 5.4352, 8.1868, 8.0552, 0.0011, 0.001, -0.0015
Si, 8.1534, 5.4728, 8.0129, -0.0024, 0.0027, -0.0004
Si, 1.4036, 4.0861, 9.4347, -0.0008, 0.0022, 0.0009
Si, 4.1198, 1.3835, 9.4781, 0.0004, -0.0002, 0.0022
Si, 1.406, 9.557, 9.4005, -0.0007, 0.0001, 0
Si, 4.0757, 6.8161, 9.4041, -0.0002, 0.0011, 0.001
Si, 6.7938, 4.1076, 9.3457, 0.0017, -0.0003, -0.0005
Si, 9.5857, 1.3436, 9.3843, -0.0006, 0.001, 0.0014
Si, 6.8043, 9.5595, 9.3849, 0, -0.0004, 0.0014
Si, 9.5521, 6.838, 9.3293, 0, -0.0029, 0.0017
Si, 0.1215, 0.0507, 10.8071, -0.0009, -0.0014, -0.0007
Si, 2.7562, 2.7208, 10.8724, 0.0004, -0.0012, -0.0008
Si, 0.0523, 5.5317, 10.6868, -0.0018, 0.001, 0.0002
Si, 2.7867, 8.2347, 10.7713, 0.0012, 0.0022, -0.0006
Si, 5.5271, 0.0282, 10.8254, 0.0013, 0.0022, -0.0004
Si, 8.2191, 2.7632, 10.6241, -0.0038, 0.0017, -0.0011
Si, 5.4289, 5.4321, 10.7444, 0.0026, -0.0013, -0.0031
Si, 8.2265, 8.2331, 10.6683, 0.0008, 0.0031, -0.0033
Si, 1.4772, 1.3323, 12.3326, 0.0022, 0.0039, -0.0004
Si, 4.1196, 4.0947, 12.2232, 0.003, 0.0005, 0.0031
Si, 1.3544, 6.928, 12.0754, -0.0028, -0.0025, 0
Si, 4.1724, 9.5307, 12.2086, 0.0045, -0.0016, -0.0049
Si, 6.9551, 1.4632, 12.0685, 0.0078, -0.0038, 0.0017
Si, 9.6175, 4.088, 11.9358, 0.0024, 0.0031, -0.0038
Si, 6.8656, 6.8393, 11.9385, -0.0028, 0.0002, -0.0009
Si, 9.5773, 9.5916, 12.0634, -0.0016, -0.0008, -0.0025
Si, 0.0836, 2.8895, 13.4361, 0.0064, -0.0032, -0.012
Si, 2.9297, -0.0257, 13.7648, -0.0031, 0.0012, -0.0027
Si, -0.0988, 8.1877, 13.4731, -0.0034, -0.0037, -0.0014
Si, 2.655, 5.5429, 13.4112, 0.0046, 0.0002, -0.0091
Si, 5.5739, 2.687, 13.5009, -0.0053, -0.0007, -0.0074
Si, 8.3611, 0.159, 13.4362, -0.0213, 0.0008, -0.0007
Si, 5.737, 8.2178, 13.4186, 0.0155, 0.0215, 0.0082
Si, 8.1939, 5.4181, 13.1759, -0.0033, -0.0014, -0.0028
Si, 1.0766, 4.5108, 14.7697, -0.0077, 0.0008, 0.0178
Si, 4.708, 1.0051, 14.9196, 0.0009, -0.0055, 0.0037
Si, 1.959, 9.4222, 15.4088, -0.0024, 0.0013, 0.0106
Si, 3.6416, 6.7771, 15.047, 0.0022, -0.0037, 0.0064
Si, 7.1068, 4.0161, 14.6305, 0.004, 0.0071, 0.0032
Si, 9.6242, 2.2508, 15.2102, -0.0075, -0.0032, 0.0086
Si, 6.9734, 9.7551, 14.6556, -0.003, -0.0046, -0.0213
Si, 9.5987, 6.5497, 14.583, 0.0024, 0.0051, -0.0011
Si, -1.7854, -3.6721, 19.0385, -0.0039, 0.0035, -0.0036
Si, -2.4026, 7.6788, 16.2712, -0.0005, 0.0012, 0.0049
Si, 6.5026, 6.7654, 18.2845, 0.0007, 0.0022, -0.0002
Si, 0.4267, 3.1207, 20.3366, 0.0011, 0.0041, 0.005
Si, 5.0499, 2.6236, 17.4297, 0.0035, 0.0054, 0.0003
Si, 3.1815, 0.1417, 20.8675, 0.0026, 0.0008, 0.0029
Si, 10.2146, 1.0934, 19.8252, 0.0012, -0.0028, 0.0003
Si, -6.8668, 12.3746, 24.9305, -0.0003, 0.0026, 0.0002
Si, 5.7583, -0.8501, 22.1082, -0.0016, 0.0012, -0.0033
Si, -1.3337, 5.5366, 21.3708, -0.0002, 0.0002, -0.001
Si, -0.5918, 6.5606, 24.2325, -0.0016, -0.0014, -0.0022
Si, 1.7027, 0.1875, 18.1439, -0.0023, 0.0016, 0.0022
Si, 5.0416, 2.4298, 20.3669, -0.0017, -0.0031, -0.0051
Si, 0.9177, 13.8121, 17.3176, 0.0003, 0, -0.0027
Si, 5.0859, 4.8217, 16.8003, -0.0031, -0.0052, 0.0011
Si, -4.125, 4.2389, 22.1471, 0.0006, -0.0022, -0.0023
Si, 11.2172, 0.1364, 22.348, 0.0043, -0.0008, -0.0007
Si, -6.6468, 17.3676, 25.7397, -0.0051, 0.0034, 0.0003
Si, 7.218, 12.0433, 18.8225, -0.0047, -0.002, -0.0021
Si, 7.0854, 9.2435, 19.5111, 0.0003, 0.0038, -0.0038
Si, -9.2508, 13.4944, 23.0623, 0.0004, -0.001, -0.0017
Si, -4.6736, 5.8472, 24.6584, 0.0037, -0.0035, -0.0038
Si, 9.7032, 9.5098, 24.474, -0.0017, -0.0022, -0.0045
Si, 6.767, 1.7021, 23.7934, -0.0016, -0.0015, -0.0028
Si, 7.3385, 15.1739, 27.0142, -0.0019, -0.0006, -0.0024
Si, 1.6006, 5.0439, 25.0488, -0.0036, -0.0012, -0.001
Si, -4.0667, 8.7105, 24.3949, -0.0007, 0.0048, -0.0009
Si, 4.1264, 9.4392, 28.7385, -0.0017, 0.0013, -0.0007
Si, 4.3713, 9.4012, 25.7114, 0.0025, -0.0006, -0.0049
Si, -1.7217, 12.1327, 25.8718, 0, -0.0012, -0.005
Si, 7.0633, -1.4233, 29.7172, -0.0002, 0.0011, 0
Si, 4.1249, 12.1396, 30.0378, 0.0083, 0.0031, -0.0004
Si, 5.1212, 5.5035, 28.3865, 0.0014, -0.002, 0
Si, 10.0311, 4.1209, 25.9907, -0.0012, 0.001, -0.0007
Si, 9.002, 11.8255, 29.0406, -0.0044, 0.0016, 0.0005
Si, 4.9909, 2.6742, 27.5715, 0.0018, -0.0003, -0.0041
O, -1.2891, 5.2607, -6.6181, -0.0005, 0.0003, 0.0011
O, -0.3461, 0.6831, -1.9539, 0.0024, 0.0003, 0.0013
O, -1.0912, -0.5714, 0.1022, 0.003, 0, -0.0004
O, 1.0271, 4.2607, -0.5471, 0.0046, -0.0064, 0.0018
O, -7.7614, 5.332, -6.0576, 0.0044, 0.0027, 0.0029
O, 1.2988, 9.7078, -0.8347, 0.0042, 0.0008, 0.0006
O, 6.2745, 11.3552, -8.6671, 0.0025, 0.0024, -0.0002
O, 2.0112, 7.3153, 0.068, 0.0014, 0.004, 0.0043
O, 1.3857, 4.0036, -7.7064, -0.0005, -0.0003, -0.0014
O, 3.9531, 10.7402, -6.6457, -0.0012, -0.0007, 0.0002
O, 8.3524, 2.092, -1.52, 0.0004, 0.0024, -0.0036
O, 6.6342, 3.9086, -0.635, -0.0013, 0.001, -0.0014
O, 4.9797, 5.7799, -1.558, -0.0007, 0.001, 0.0008
O, 9.7051, 6.3664, -0.5652, 0.0017, 0.0041, -0.0056
O, 17.3928, 10.0513, -0.425, -0.0003, -0.0017, -0.001
O, -0.1347, 5.5304, 15.2132, -0.0015, 0.0017, -0.0013
O, 2.8949, 12.8691, 23.876, -0.0001, 0.0002, -0.0015
O, 4.3086, 1.6302, 16.3797, 0, -0.0038, -0.0036
O, 1.7976, -0.8533, 16.9106, 0.0016, -0.0015, -0.0001
O, -0.9436, 7.9795, 24.9389, 0.0001, 0.0021, 0.0033
O, 1.5967, 3.901, 16.2099, 0.0023, 0.0038, -0.004
O, 6.6016, 2.0836, 17.6317, -0.002, 0.0014, -0.0017
O, 5.1029, 7.2954, 14.6171, -0.0105, -0.0102, -0.0023
O, 2.7901, -2.8426, 15.6053, -0.0006, -0.0005, -0.0083
O, 6.3474, 4.8807, 15.7741, 0.0037, 0.0037, -0.0028
O, 9.9812, 2.593, 25.4509, -0.0004, -0.0014, -0.0003
O, 9.175, 0.7507, 14.7767, 0.011, 0.0075, 0.0044
O, 5.8018, 10.7153, 15.3102, 0.0011, 0.0035, 0.0029
O, 8.0758, 9.1743, 15.7402, 0.0017, -0.0001, 0.0021
O, 0.5245, -1.8218, 14.742, -0.0014, 0.0024, -0.0094
O, -0.1199, -1.0855, 23.285, 0.0003, -0.003, 0.0017
O, -0.4774, 2.3696, 16.6524, -0.0016, 0.0013, -0.0027
O, -3.8996, 10.4802, 18.4758, -0.0019, -0.0004, 0.0016
O, -1.3106, 7.502, 17.5048, 0.0013, -0.0038, -0.0022
O, 1.6673, 13.8035, 21.4323, -0.001, 0.0009, 0.0005
O, 8.2902, 3.1611, 15.3654, 0.0002, -0.0041, -0.0036
O, -2.889, 5.0539, 21.478, -0.0019, -0.0009, -0.0016
O, 7.8288, -4.6952, 18.9915, 0.0013, 0, -0.0024
O, 5.5724, 3.7607, 21.1208, 0.0011, 0.0037, 0.002
O, -3.0731, 1.2859, 24.9621, 0.0003, -0.0017, 0.0027
O, 4.3814, 2.6986, 18.9092, 0.0002, -0.0009, 0.0041
O, -0.9707, 6.4408, 22.6671, -0.0013, 0.0023, 0.0003
O, 1.0019, 6.432, 24.4859, -0.0001, 0.0002, 0.0001
O, -3.5266, 13.7982, 22.8954, 0.0013, 0.0013, -0.0007
O, 10.0233, 6.4982, 20.1279, 0.003, -0.0008, -0.0003
O, 17.7394, -1.1394, 20.9971, 0.0006, -0.0006, -0.0002
O, 6.9987, 4.7282, 25.5029, -0.0013, -0.0008, -0.0001
O, 11.6485, 3.6449, 18.795, 0.0004, 0.0048, -0.0014
O, 5.3877, 13.0708, 24.4593, 0.003, 0.0033, -0.0008
O, -9.0723, 10.7973, 21.6931, 0.0012, -0.0009, -0.0005
O, -0.4909, 4.186, 21.1402, 0.0008, -0.0011, 0.0009
O, 6.0206, 8.0873, 19.0892, -0.0026, -0.0004, -0.0006
O, 3.8382, 5.6612, 16.2069, -0.004, 0.0008, 0.0019
O, 8.7823, 1.4078, 19.1279, -0.002, 0.0002, -0.0004
O, 14.665, 7.9669, 25.1907, -0.0009, -0.0029, 0.0003
O, 2.8351, 10.7962, 19.2893, 0.0014, 0.0005, -0.0023
O, -4.8742, 5.2421, 23.1729, -0.0009, 0.0008, 0.0011
O, -0.8171, 0.2602, 21.2143, -0.0051, -0.0026, 0.0007
O, 5.4106, 5.6118, 18.1921, -0.001, -0.0006, 0.0021
O, 0.227, 0.1536, 18.822, 0.0005, -0.0016, -0.0011
O, -8.9837, 1.6734, 17.5462, 0.0032, -0.0011, -0.0025
O, 3.9057, 1.5817, 21.1443, -0.0031, -0.0018, -0.0002
O, 3.9755, 1.9813, 26.4969, -0.0027, -0.001, 0.0003
O, 2.9375, 13.247, 30.2382, -0.0045, -0.0015, -0.0052
O, 0.7102, 15.3665, 26.3117, -0.0004, -0.0002, 0.001
O, -6.588, 20.8759, 21.4266, -0.0005, 0.0016, -0.0022
O, 3.765, 20.4099, 27.1896, -0.0025, -0.0001, 0.0031
O, 4.3812, 4.1189, 27.9739, -0.0035, 0.003, -0.0001
O, -4.5171, 12.3954, 20.152, -0.0009, 0.0013, 0.0011
O, -6.3861, 6.6172, 27.3747, 0.0002, 0.0031, -0.0005
O, -3.8693, 7.2207, 16.8179, -0.0023, -0.0007, -0.001
O, -2.734, 9.5325, 24.0293, 0.0011, -0.0003, -0.0005
O, -2.2909, -2.2239, 19.5397, 0.0011, -0.0006, 0.0001
O, 8.0883, -0.3858, 29.0506, 0.0015, 0.0019, 0.0009
O, -1.8641, 1.3655, 27.4828, 0.0009, 0.0018, 0.0029
O, 6.7142, 5.3505, 28.0692, 0.0015, 0.0003, 0.0032
O, -5.1062, 8.8089, 23.1613, 0.0001, -0.002, 0.001
O, 0.4317, 12.3969, 23.2011, -0.0013, 0.0005, 0.0024
O, 5.7367, 9.2255, 28.8163, -0.0017, -0.0014, -0.0049
O, 6.0076, 20.1874, 25.6836, 0.0013, 0.0018, 0.0029
O, 3.5076, 10.804, 29.3681, -0.0012, -0.0029, -0.0009
O, 3.3446, 8.3345, 29.6369, 0.001, -0.0034, -0.0005
O, 5.149, 1.7993, 28.9147, 0.0012, -0.0002, 0.0032
O, -3.7028, 7.1584, 24.6147, 0.0009, -0.0022, 0.0005
O, 8.9452, 4.2223, 27.2039, 0.0023, -0.0005, 0.002
O, 6.5475, 2.8797, 27.1474, 0.0013, -0.0012, 0.0002
O, -0.9922, 10.7038, 25.5655, 0.0026, 0.0015, 0.0033
O, 7.8803, -2.7949, 30.0145, 0.0067, -0.0002, -0.0008

Results
free energy: -134615.275 eV
free energy less fixed offsets of O -570.45, Si -639.56 eV per atom: 6.245 eV

The program warned: the cutoff lies below the one the program advises for these potential files; the forces do not sum to zero within the program's tolerance; empty levels may hold ghost states of the PAW files; the exchange-correlation potential is rough where the density is thin.
